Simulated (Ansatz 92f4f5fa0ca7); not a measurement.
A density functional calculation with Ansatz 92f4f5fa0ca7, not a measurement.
Periodic cell of 228 atoms, Si140O88, from a study of silicon, its oxide and their interface. The atomic structure is a simulated model.
This geometry differs little from another in the collection (a relaxation step or a small displacement).

Settings
functional: r2SCAN
potential files: Ansatz PAW
basis: plane waves
wave-function cutoff: 800 eV
density cutoff ratio: 5
exchange-correlation grid ratio: 1
k mesh: 1 x 1 x 1, shifted by 0.5 0.5 0 of a step
self-consistency stop: 1e-10 eV per atom in the density residual
occupations: fixed
spin: none
net charge: 0

Cell vectors (angstrom)
a, 10.888, 0, 0
b, 0, 10.888, 0
c, 0, 0, 32.9553

Atoms and the computed forces on them: element, x, y, z (angstrom), force x, y, z (eV/angstrom)
Si, 0.0154, 0.1333, -0.1291, -0.01, -0.0012, 0.0743
Si, 3.0194, 2.4074, 0.1974, 0.0079, -0.0103, 0.0572
Si, -1.2107, 4.0464, 1.4824, 0.0013, 0.0004, -0.0055
Si, 2.736, 7.8433, 0.2602, 0.01, -0.0006, 0.0649
Si, 5.1323, 0.1496, 0.0366, -0.0189, 0.0167, 0.0844
Si, 8.9647, 2.6774, -0.2462, -0.0072, -0.0208, 0.0981
Si, 5.0568, 5.643, -0.0376, 0.0053, 0.0028, 0.0843
Si, 8.6815, 7.3712, 0.0801, 0.0268, -0.0001, 0.0644
Si, 1.423, 1.2361, 1.4234, 0.0012, 0, -0.006
Si, 4.1426, 4.0226, 1.4357, 0.0006, -0.002, -0.005
Si, 1.3087, 6.7344, 1.6618, -0.0001, 0.0007, -0.0027
Si, 4.0226, 9.4667, 1.3717, -0.0025, -0.0001, -0.0054
Si, 6.7362, 1.2968, 1.2933, -0.0075, -0.0099, 0.0188
Si, 10.623, 5.7947, 0.2485, -0.0187, 0.0149, 0.0492
Si, 6.8325, 6.6063, 1.3167, 0.0018, 0.0003, 0.0008
Si, 9.5963, 9.391, 1.0963, -0.0018, 0.0011, -0.0055
Si, 0.1235, 2.6543, 2.7867, -0.0011, -0.0011, 0.0014
Si, 2.7342, -0.0919, 2.8132, 0.0009, 0.0008, -0.0013
Si, -0.0491, 8.2183, 2.7888, -0.0012, -0.0011, 0
Si, 2.7462, 5.3222, 2.8345, -0.0008, 0.0007, 0.0011
Si, 5.51, 2.6845, 2.7795, 0.0012, -0.0024, -0.0025
Si, 8.2182, -0.0907, 2.5333, -0.0016, 0.0029, -0.0016
Si, 5.5006, 8.1024, 2.6421, -0.0012, -0.0007, -0.0004
Si, 8.1222, 5.2822, 2.7714, -0.0022, -0.0006, 0.0008
Si, 1.398, 4.0103, 4.1987, -0.0001, -0.0005, 0.0002
Si, 4.0977, 1.3294, 4.1058, 0, 0.0001, -0.0005
Si, 1.3418, 9.5053, 4.17, -0.0003, 0.0007, 0.0003
Si, 4.1298, 6.7767, 4.0631, -0.0005, 0, 0
Si, 6.8105, 4.0048, 4.1903, -0.0007, -0.0007, 0.0002
Si, 9.5427, 1.2827, 4.0052, -0.0004, -0.0008, 0.0002
Si, 6.8446, 9.4961, 3.997, 0.0011, -0.0008, -0.0001
Si, 9.4702, 6.77, 4.0652, -0.0009, 0.0012, 0.0001
Si, -0.0143, 0.0031, 5.4738, 0.0005, 0.0003, 0.0003
Si, 2.7552, 2.672, 5.525, -0.0001, -0.0009, 0.0004
Si, -0.0159, 5.433, 5.4384, -0.0001, -0.0004, 0.0003
Si, 2.7492, 8.1259, 5.4378, 0, 0.0004, 0.0002
Si, 5.4919, -0.0375, 5.4069, -0.0011, 0.001, 0.0001
Si, 8.2068, 2.6341, 5.4361, -0.0008, 0, -0.0002
Si, 5.453, 5.4381, 5.4751, -0.0004, -0.0005, 0
Si, 8.1473, 8.1452, 5.4422, -0.0006, -0.001, 0.0003
Si, 1.3411, 1.3563, 6.8579, -0.0004, -0.0002, -0.0004
Si, 4.0908, 4.0903, 6.8357, 0, -0.0002, -0.0005
Si, 1.3634, 6.797, 6.7874, 0.0002, -0.0005, -0.0004
Si, 4.0989, 9.5246, 6.7785, 0.0001, -0.0001, -0.0006
Si, 6.8333, 1.3169, 6.8028, -0.0005, 0.0002, -0.0003
Si, 9.5032, 4.0633, 6.7836, -0.0002, -0.0002, -0.0009
Si, 6.7882, 6.813, 6.8375, 0.0006, 0, -0.0004
Si, 9.515, 9.5155, 6.8045, -0.0005, -0.0002, -0.0006
Si, -0.0547, 2.7357, 8.1734, -0.0009, 0.0003, -0.001
Si, 2.7528, 0.0033, 8.1657, 0.0005, -0.0001, -0.0007
Si, 0.0338, 8.1946, 8.1393, 0.0003, 0.0002, -0.0002
Si, 2.6977, 5.454, 8.1684, -0.0004, 0.0003, -0.0006
Si, 5.4812, 2.7243, 8.1361, -0.0004, -0.0002, -0.001
Si, 8.1654, -0.0269, 8.1928, 0.0002, 0.0003, -0.0002
Si, 5.4281, 8.1927, 8.1843, -0.0007, 0.0005, -0.0004
Si, 8.1615, 5.433, 8.1665, -0.0002, -0.0007, -0.0007
Si, 1.2726, 4.1356, 9.4889, 0.0003, -0.0008, -0.0001
Si, 4.1024, 1.4158, 9.498, 0.0002, -0.0001, 0
Si, 1.3868, 9.5563, 9.5305, -0.0008, -0.0001, -0.0006
Si, 4.0375, 6.8498, 9.5204, 0.001, -0.0005, -0.0011
Si, 6.7945, 4.071, 9.5391, 0.0003, 0.0002, 0
Si, 9.501, 1.3574, 9.557, 0.0004, -0.0002, 0.0001
Si, 6.7716, 9.5622, 9.5679, -0.0001, -0.0003, 0.0003
Si, 9.5366, 6.8498, 9.4598, -0.0002, -0.0005, -0.0006
Si, 0.0546, 0.0525, 10.9021, 0, -0.001, -0.0009
Si, 2.6599, 2.779, 10.761, -0.0006, 0.0019, 0.0005
Si, -0.0302, 5.5449, 10.8708, -0.0007, 0.0006, -0.001
Si, 2.7239, 8.2214, 10.9334, -0.0001, 0, 0
Si, 5.4293, 0.0901, 10.9293, 0, 0.001, -0.0001
Si, 8.121, 2.6956, 10.9343, -0.0017, 0.0002, 0.0004
Si, 5.4075, 5.4797, 10.8348, -0.0014, -0.0005, 0.0024
Si, 8.1984, 8.1868, 10.8431, 0.0006, -0.0002, 0.0005
Si, 1.4345, 1.4415, 12.2599, 0.0002, -0.0025, 0.0008
Si, 3.8401, 4.2673, 12.1023, -0.0008, -0.0002, 0.0088
Si, 1.3031, 6.9156, 12.2907, 0.0007, 0.0003, -0.0006
Si, 4.08, 9.6316, 12.2769, -0.0032, 0.0009, 0.0005
Si, 6.8266, 1.3147, 12.407, 0.0006, 0.0006, -0.0003
Si, 9.4993, 4.134, 12.1497, -0.0003, -0.0003, -0.0006
Si, 6.8236, 6.8095, 12.1469, 0.0017, 0.0001, 0.0002
Si, 9.5814, 9.5386, 12.2056, 0.0003, -0.0013, -0.0001
Si, 0.0903, 2.9373, 13.4834, 0.001, 0.0036, 0.0008
Si, 2.7159, 0.056, 13.7357, 0.0034, -0.0012, -0.0019
Si, -0.0389, 8.2501, 13.6769, 0.0001, -0.0009, 0.0036
Si, 2.6629, 5.5847, 13.6302, -0.0018, -0.0007, -0.0011
Si, 5.5504, 2.443, 14.0914, 0.0042, -0.0055, 0.0112
Si, 8.3149, -0.0118, 13.6097, -0.0001, 0.0039, -0.0013
Si, 5.5991, 8.295, 13.4596, -0.0034, 0.0009, -0.0035
Si, 9.4704, 6.7024, 14.7852, 0.0004, -0.0007, -0.0034
Si, 1.3459, 4.2053, 15.0877, 0.0014, -0.0075, -0.0044
Si, 3.8962, 1.3157, 15.4134, -0.0035, -0.0002, -0.0049
Si, 1.2782, 9.6307, 15.1315, 0.0003, 0.0026, -0.0014
Si, 4.2042, 6.9793, 14.7257, -0.0006, -0.0012, -0.0033
Si, 6.8028, 4.1065, 15.1509, 0.0008, 0, -0.0029
Si, 11.2084, 0.6705, 16.2425, -0.0241, -0.0078, 0.0458
Si, 7.0425, 9.4513, 14.9706, -0.0118, 0.0113, 0.023
Si, 8.0606, 5.3636, 13.5182, 0.0006, -0.0009, 0.0003
Si, -1.2366, 1.5514, 14.7456, -0.0006, -0.003, -0.003
Si, 2.0911, 2.4094, 16.4671, 0.0044, 0.0045, 0.0033
Si, -0.3292, 5.3512, 16.3315, 0.0035, 0.0186, 0.0685
Si, 2.9354, 8.2983, 16.1722, -0.0006, -0.0107, 0.0625
Si, 4.8213, -0.2233, 16.861, 0.02, -0.0051, 0.1035
Si, 8.5393, 2.9953, 16.2257, -0.0013, -0.0149, 0.062
Si, 5.5942, 5.8411, 16.2381, -0.0155, 0.0023, 0.0618
Si, 8.0462, 7.7698, 16.2414, 0.0136, 0.0069, 0.0722
Si, -6.6481, 17.8787, 23.9364, -0.0229, 0.0024, 0.1681
Si, -13.5749, 22.8161, 25.9456, -0.0023, -0.0258, 0.1724
Si, -11.4356, 14.2661, 25.2201, -0.0445, 0.0049, 0.2101
Si, -12.4367, 18.454, 21.3767, -0.0004, -0.0305, 0.1934
Si, 9.8498, 3.4666, 29.9751, 0.0232, -0.016, 0.1805
Si, -2.7239, 18.7635, 30.1024, -0.0061, 0.0079, 0.1858
Si, -11.7103, 18.3766, 18.5054, 0.0088, 0.0239, 0.1776
Si, 17.3894, -22.3833, 19.1844, -0.0067, -0.0255, 0.1574
Si, -4.4061, -0.5398, 30.214, -0.0167, -0.0119, 0.1576
Si, 22.1965, -1.4241, 20.3664, 0.0309, -0.0124, 0.1663
Si, -16.2837, -19.4606, 25.2228, 0.0333, 0.0053, 0.2001
Si, 1.0554, -7.9097, 22.7909, -0.0121, 0.0432, 0.1838
Si, -12.8188, -23.7313, 26.2795, -0.016, -0.0052, 0.1784
Si, -0.7197, 16.2003, 27.5956, -0.0211, 0.0285, 0.1898
Si, -11.0868, -2.9049, 28.6512, 0.0228, 0.0058, 0.1856
Si, 2.1981, 3.283, 18.7165, 0.0098, -0.0144, 0.1654
Si, -16.6068, -0.291, 21.6177, -0.0349, 0.0129, 0.1855
Si, -5.0809, -6.7062, 27.7324, -0.0024, 0.0343, 0.187
Si, -17.6613, -34.8467, 29.2581, 0.0188, 0.0124, 0.193
Si, -5.9552, -13.7399, 20.0681, 0.0193, 0.0002, 0.1745
Si, -14.1091, 12.7982, 28.8205, 0.016, -0.0035, 0.1743
Si, -7.5989, 17.0486, 18.2085, 0.0023, 0.0186, 0.1383
Si, 1.6541, -1.5848, 30.7495, -0.0185, 0.0177, 0.1763
Si, -14.289, -15.0935, 27.3559, -0.0053, -0.0058, 0.1612
Si, -15.2335, 28.6684, 22.3148, -0.0078, -0.0192, 0.1629
Si, -10.3225, 7.9629, 24.8492, -0.0364, 0.0063, 0.1853
Si, -18.0156, -8.3608, 21.2548, 0.0248, 0.0045, 0.1872
Si, 30.6966, -9.9261, 18.3478, -0.0095, -0.0157, 0.1448
Si, 5.3766, -17.3395, 22.9403, 0.0087, -0.0095, 0.1729
Si, -7.6345, -2.4101, 26.1989, -0.0029, -0.0023, 0.2294
Si, -20.2374, 15.1843, 31.0445, -0.0007, -0.0036, 0.1422
Si, -0.106, 5.5348, 23.3904, -0.0052, -0.0147, 0.182
Si, 4.0878, -0.1313, 24.2196, -0.0092, 0.0061, 0.1909
Si, 15.0993, -16.2014, 30.0499, -0.0155, -0.0065, 0.1811
Si, 13.0572, -12.6941, 22.7272, -0.0025, -0.0125, 0.1838
Si, 32.6489, 23.4617, 20.3067, 0.0181, -0.0112, 0.1786
O, 3.7455, -3.6668, -13.6041, -0.0354, -0.041, -0.09
O, -10.3158, -7.5276, -2.8236, -0.033, -0.0093, -0.069
O, -16.9192, -7.238, -11.3174, -0.0331, -0.0339, -0.0897
O, -14.3284, -30.4748, 0.0772, 0.0168, 0.0114, -0.0414
O, -5.1316, -7.4989, -8.8768, -0.0092, 0.0543, -0.1166
O, 6.3498, -5.3193, -5.9073, 0.0001, 0.0022, -0.0616
O, -0.1403, -15.5188, -15.2556, 0.0057, -0.0415, -0.0874
O, 21.6423, 4.1427, -6.3296, 0.01, -0.0497, -0.1292
O, 6.8047, -9.5186, -7.7319, -0.0394, 0.0111, -0.0682
O, 1.7525, -12.7506, -11.7788, -0.04, 0.0108, -0.1111
O, 11.4324, 5.2869, -1.0966, 0.0311, -0.0301, -0.0808
O, 6.7898, 1.0031, -3.1163, 0.0207, 0.0377, -0.0752
O, -37.6934, 21.2254, -1.2451, 0.0362, -0.0186, -0.1204
O, 7.8419, 1.0295, -5.4475, 0.015, -0.0176, -0.135
O, -16.3037, -12.195, -3.7474, -0.0208, -0.0175, -0.0667
O, 0.2756, 8.6191, 18.9753, -0.0147, -0.0295, -0.09
O, -6.5502, 11.9335, 21.3553, -0.0018, 0.0084, -0.0607
O, -22.9307, 29.3849, 29.8995, 0.0235, -0.0003, -0.0855
O, 6.1778, 10.3455, 16.0348, 0.018, -0.0118, -0.0496
O, -6.4728, -12.4977, 21.0076, 0.0123, -0.0287, -0.0839
O, -15.2414, -0.174, 20.7572, 0.0283, -0.0054, -0.102
O, -8.2467, 5.1919, 30.277, 0.027, 0.0181, -0.063
O, 10.9118, 2.1299, 21.8667, -0.0196, -0.036, -0.125
O, 5.3569, -0.4295, 23.2296, 0.023, -0.007, -0.1189
O, -6.6804, -5.4554, 23.5004, 0.0156, -0.0156, -0.0594
O, 3.9402, -33.7944, 25.4804, 0.0149, 0.0462, -0.1081
O, 3.3575, 2.7422, 19.712, -0.0456, 0.0204, -0.1414
O, 0.8037, 30.6753, 23.5697, 0.0309, 0.0262, -0.1056
O, -8.4449, -14.6946, 17.1683, -0.0031, 0.0272, -0.0702
O, 7.3615, 7.0726, 28.9423, -0.0107, -0.0313, -0.1201
O, -6.268, -5.3876, 17.5227, 0.0347, -0.0048, -0.0726
O, -18.6337, 18.7306, 23.1088, -0.0149, 0.023, -0.0727
O, -1.5967, 23.9628, 25.5645, 0.0302, 0.027, -0.0682
O, -6.4251, -7.69, 13.1546, -0.0119, 0.0078, -0.0182
O, 34.4683, -13.5954, 31.9104, -0.0144, 0.024, -0.0896
O, 15.5789, 15.5594, 28.7947, 0.0421, -0.0363, -0.1106
O, 18.4497, -2.7903, 26.5306, 0.0108, 0.0261, -0.0701
O, -9.8967, -12.9888, 29.3679, -0.0339, -0.0295, -0.1003
O, 2.5532, -19.1642, 22.3396, 0.024, -0.0089, -0.0802
O, -12.7235, 25.4133, 31.3897, 0.012, 0.0109, -0.1157
O, -17.8474, -3.7255, 25.5215, 0.0172, -0.0232, -0.1141
O, -40.755, -22.1681, 23.2513, -0.0152, -0.0121, -0.0778
O, -33.7846, 4.5522, 24.2311, 0.0172, 0.0335, -0.0945
O, -12.4218, 12.5227, 19.7598, -0.0293, -0.0107, -0.0862
O, 24.1023, 35.9044, 31.9565, -0.0278, 0.0337, -0.075
O, 20.9004, 9.0388, 21.2664, 0.0113, 0.0164, -0.0712
O, -34.1979, 6.9483, 19.8744, 0.017, -0.0037, -0.1282
O, -2.0279, 5.9538, 26.9225, 0.0008, -0.002, -0.0614
O, -5.6444, 14.0312, 26.6121, -0.014, -0.0561, -0.1283
O, -16.6236, 5.1718, 31.3404, -0.0216, 0.0019, -0.1175
O, -7.0034, -12.4404, 17.0353, -0.0166, -0.0025, -0.0463
O, 7.8431, 20.3561, 30.1371, 0.0035, -0.0013, -0.0563
O, 14.8096, 17.7027, 32.7791, 0.0033, -0.0081, -0.0443
O, 14.4202, 30.3472, 27.7701, -0.0303, -0.007, -0.1766
O, -21.0684, -19.0469, 24.383, 0.0433, -0.0116, -0.1149
O, 6.0717, -13.0724, 19.102, 0.0168, 0.02, -0.07
O, 8.9506, -2.7142, 17.5492, -0.0388, -0.0002, -0.0907
O, -0.7978, 6.5505, 22.375, -0.0357, 0.0502, -0.1069
O, 22.5308, -4.4916, 24.4735, -0.0066, -0.028, -0.0821
O, -11.9542, 8.9493, 27.6729, -0.0358, 0.0206, -0.1178
O, -12.5911, 23.9241, 29.3343, -0.0339, -0.0163, -0.0723
O, -3.0146, -25.338, 31.5897, -0.0173, 0.0141, -0.1258
O, -20.1377, -2.4822, 25.9939, -0.0177, -0.0062, -0.0895
O, -33.9408, 4.0925, 16.8103, -0.002, -0.0014, -0.0329
O, 4.3235, -3.7054, 29.8011, -0.0007, 0.0301, -0.0631
O, 5.3494, 0.2031, 18.3533, -0.0349, 0.0148, -0.0968
O, 0.8094, 24.5564, 19.4265, 0.0338, 0.0274, -0.0977
O, -3.0137, 29.5014, 22.0254, 0.0198, 0.0125, -0.0663
O, -0.9791, -13.6254, 25.2505, 0.0561, -0.0212, -0.0938
O, 14.0571, -12.175, 30.252, 0.0316, -0.0151, -0.0786
O, -16.1563, 17.8137, 21.0001, -0.0326, 0.0277, -0.1061
O, 14.9411, -9.589, 32.5006, 0.0036, -0.0031, -0.0324
O, -5.1577, -14.237, 23.5701, 0.0313, -0.004, -0.0842
O, -24.6951, -0.3158, 18.6063, 0.022, 0.0178, -0.0541
O, 6.8053, 6.8198, 16.7663, 0.0004, -0.0045, -0.0359
O, 13.2438, -5.9643, 18.7056, 0.0009, -0.0023, -0.0588
O, 10.2755, 11.3449, 17.6012, 0.0412, 0.0002, -0.0825
O, 22.345, 0.1715, 20.1702, -0.0124, 0.0177, -0.0576
O, 18.9777, 2.0549, 17.4913, -0.003, 0.0351, -0.0754
O, 0.8177, -0.3733, 31.4627, 0.031, -0.0316, -0.0854
O, 11.7571, -6.3175, 22.5393, 0.0166, -0.0235, -0.071
O, -1.2542, -6.1592, 29.0076, 0.004, 0.0401, -0.111
O, -21.5078, -15.1911, 27.9283, -0.0023, -0.0232, -0.0742
O, 9.8782, 1.3485, 32.3964, -0.009, 0.0123, -0.0418
O, -25.7024, 3.3485, 28.537, -0.0235, 0.0166, -0.0682
O, -17.5471, -31.3011, 24.8438, -0.0207, -0.0297, -0.0729
O, 8.6996, -0.4767, 25.6764, 0.0009, 0.0109, -0.0588
O, 6.7148, -27.3563, 22.6247, 0.0087, 0.0232, -0.0582

Results
free energy: -139738.392 eV
free energy less fixed offsets of O -570.45, Si -639.56 eV per atom: -0.392 eV

The program warned: the cutoff lies below the one the program advises for these potential files; the forces do not sum to zero within the program's tolerance; empty levels may hold ghost states of the PAW files; the exchange-correlation potential is rough where the density is thin.
